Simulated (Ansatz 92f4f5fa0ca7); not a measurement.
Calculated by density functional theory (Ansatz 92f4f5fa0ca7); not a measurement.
Periodic cell of 222 atoms, Si132O89H1, from a study of silicon, its oxide and their interface. The atomic structure is a simulated model.
Doubt: the cutoff is low for norm-conserving oxygen, so forces and energies are approximate.

Settings
functional: HSE06
potential files: SPMS norm-conserving
basis: plane waves
wave-function cutoff: 800 eV
density cutoff ratio: 4
exchange-correlation grid ratio: 1
k mesh: 1 x 1 x 1, Gamma-centred
occupations: fixed
spin: none
net charge: -1 e, with a uniform compensating background and no finite-size correction

Cell vectors (angstrom)
a	10.938	0	0
b	0	10.938	0
c	0	0	32.6805

Atoms: element, x, y, z (angstrom)
Si	-0.217	0.3141	25.2876
Si	5.7448	-0.2421	25.2677
Si	2.4999	3.02	25.1682
Si	8.4961	2.5365	25.2373
Si	0.2604	5.2675	25.1308
Si	5.2711	5.739	25.1553
Si	3.0358	7.9825	25.1977
Si	7.9726	8.4687	25.2275
Si	1.382	1.45	26.5613
Si	6.8844	1.3808	26.5334
Si	4.107	4.1495	26.4805
Si	9.6342	4.1324	26.5264
Si	1.4087	6.8374	26.4824
Si	6.8323	6.8664	26.5304
Si	4.1453	9.5554	26.5638
Si	9.5712	9.6112	26.5346
Si	2.7368	0.0071	27.8787
Si	8.2062	0.0051	27.929
Si	0.0016	2.7606	27.9388
Si	5.4629	2.7462	27.8577
Si	2.7378	5.472	27.8988
Si	8.2087	5.4733	27.8708
Si	0.0102	8.1999	27.8581
Si	5.4778	8.1923	27.9397
Si	4.1018	1.3673	29.2623
Si	9.5708	1.3673	29.2623
Si	1.3673	4.1018	29.2623
Si	6.8362	4.1018	29.2623
Si	4.1018	6.8362	29.2623
Si	9.5708	6.8362	29.2623
Si	1.3673	9.5708	29.2623
Si	6.8362	9.5708	29.2623
Si	0	0	30.6295
Si	5.469	0	30.6295
Si	2.7345	2.7345	30.6295
Si	8.2035	2.7345	30.6295
Si	0	5.469	30.6295
Si	5.469	5.469	30.6295
Si	2.7345	8.2035	30.6295
Si	8.2035	8.2035	30.6295
Si	1.3673	1.3673	31.9968
Si	6.8362	1.3673	31.9968
Si	4.1018	4.1018	31.9968
Si	9.5708	4.1018	31.9968
Si	1.3673	6.8362	31.9968
Si	6.8362	6.8362	31.9968
Si	4.1018	9.5708	31.9968
Si	9.5708	9.5708	31.9968
Si	2.7345	0	0.6835
Si	8.2035	0	0.6835
Si	0	2.7345	0.6835
Si	5.469	2.7345	0.6835
Si	2.7345	5.469	0.6835
Si	8.2035	5.469	0.6835
Si	0	8.2035	0.6835
Si	5.469	8.2035	0.6835
Si	4.1018	1.3673	2.0507
Si	9.5708	1.3673	2.0507
Si	1.3673	4.1018	2.0507
Si	6.8362	4.1018	2.0507
Si	4.1018	6.8362	2.0507
Si	9.5708	6.8362	2.0507
Si	1.3673	9.5708	2.0507
Si	6.8362	9.5708	2.0507
Si	0	0	3.418
Si	5.469	0	3.418
Si	2.7345	2.7345	3.418
Si	8.2035	2.7345	3.418
Si	0	5.469	3.418
Si	5.469	5.469	3.418
Si	2.7345	8.2035	3.418
Si	8.2035	8.2035	3.418
Si	1.3698	1.3405	4.8064
Si	6.837	1.3386	4.8025
Si	4.1093	4.0888	4.6979
Si	9.5722	4.0891	4.7914
Si	1.3637	6.8594	4.7704
Si	6.8362	6.8238	4.789
Si	4.0833	9.5718	4.853
Si	9.5391	9.5976	4.7713
Si	2.6836	-0.0376	6.2791
Si	8.1186	-0.0728	6.2236
Si	-0.0444	2.69	6.1589
Si	5.4061	2.7028	6.0775
Si	2.7465	5.438	6.0269
Si	8.204	5.4327	6.1633
Si	0.0118	8.2616	6.1112
Si	5.4236	8.137	6.1989
Si	3.7862	1.6844	7.4627
Si	9.7414	1.0743	7.4689
Si	1.5669	3.9332	7.3441
Si	6.5813	4.2218	7.3966
Si	4.3218	6.4425	7.4449
Si	9.3689	7.1083	7.3567
Si	1.0544	9.7582	7.6454
Si	6.9912	9.2107	7.586
O	1.3686	4.1241	24.6459
O	6.8485	9.5815	24.7241
O	2.6604	2.8208	7.8702
O	8.2215	8.1629	7.859
O	5.5027	5.3703	7.8599
O	-0.0614	-0.0085	7.9698
O	4.1446	6.8622	24.668
O	9.5952	1.3996	24.7296
O	1.4445	9.0926	9.1083
O	1.0861	4.8115	8.6446
O	9.0388	1.6512	8.8311
O	6.3551	9.4478	9.0862
O	4.4265	1.2454	8.8995
O	3.6189	6.8304	8.8546
O	7.0662	3.43	8.7559
O	10.1567	6.72	8.7424
O	3.183	2.3515	23.8303
O	5.0368	0.4274	23.9578
O	7.8799	3.2577	23.9034
O	10.548	5.9489	23.7745
O	8.6225	7.7896	23.8857
O	2.3878	8.686	23.8628
O	5.9532	5.0951	23.8012
O	0.5384	10.6163	23.988
Si	2.1493	9.4224	10.5679
Si	2.908	14.0405	12.2855
Si	5.2452	5.0474	12.3117
Si	3.92	1.14	23.0105
Si	8.099	7.291	16.8826
Si	7.6201	3.1329	12.3368
Si	-3.0722	12.335	16.575
Si	12.8496	12.1808	14.5699
Si	1.234	5.1885	11.7176
Si	8.268	11.1962	12.4302
Si	5.837	3.3308	18.0017
Si	3.7597	10.1296	17.7818
Si	12.2633	9.4024	13.4855
Si	3.6129	6.8942	10.4909
Si	6.4658	9.892	10.6592
Si	1.6678	9.9102	23.0562
Si	4.0265	4.4279	15.828
Si	3.9306	10.0936	14.7242
Si	5.8936	6.5191	14.9432
Si	7.1685	4.3829	22.9549
Si	11.8729	4.853	14.8675
Si	8.5256	3.0832	9.4092
Si	6.8461	9.9498	17.9399
Si	8.459	0.2806	20.4247
Si	10.849	7.6721	15.7085
Si	1.0544	9.0958	18.2319
Si	4.0306	0.8552	10.4403
Si	9.1473	3.3948	14.9551
Si	6.0555	2.2153	20.9684
Si	9.3365	6.6735	22.9282
Si	10.4729	8.878	20.9987
Si	10.6246	5.2885	9.3389
Si	-2.4139	4.6726	17.8585
Si	1.4338	1.0448	17.5381
Si	9.9914	13.1986	18.7727
Si	6.4076	-1.7101	13.4156
O	9.5737	14.7829	18.8315
O	4.4569	3.993	17.4426
O	13.1559	6.3062	11.0634
O	7.8469	-0.9219	13.5104
O	3.7692	4.4396	12.6036
O	8.6094	12.7789	15.1786
O	9.5812	12.3855	20.1377
O	5.2706	10.9347	10.9662
O	-8.868	13.4015	13.5284
O	-0.2008	5.4101	10.949
O	6.5625	2.2767	16.9797
O	8.249	5.5278	22.5037
O	2.6193	10.9772	10.4765
O	0.5972	10.5893	17.7491
O	-3.6378	10.7932	16.6053
O	11.2493	8.444	14.3139
O	9.1071	1.5272	17.6319
O	11.7888	8.1121	16.9656
O	2.7895	0.0492	22.574
O	1.1534	9.2103	11.8597
O	6.5723	3.6186	21.6602
O	8.816	6.2781	17.9644
O	-3.7746	8.3804	17.6588
O	4.0161	9.5587	16.2648
O	0.9001	-1.6255	21.7778
O	7.8974	10.6255	10.9159
O	3.8457	13.0409	11.436
O	7.3142	1.5744	12.678
O	12.1934	12.5369	16.0142
O	11.0484	6.0775	15.5713
O	2.3174	4.5562	15.6796
O	1.7036	14.6106	11.3237
O	0.9872	10.9807	13.8772
O	9.283	8.0293	16.0261
O	6.1004	8.0907	14.5175
O	6.2892	3.9085	11.8115
O	6.0281	5.7967	13.4999
O	9.9223	7.4543	21.623
O	4.7386	14.404	14.8346
O	0.6762	13.067	18.5136
O	8.7225	4.1748	16.317
O	8.4091	-7.0602	13.5685
O	-3.1572	-0.4755	19.1658
O	3.3786	11.6009	14.834
O	7.1727	6.3352	15.9424
O	4.5249	17.0038	15.6901
O	4.6805	1.7259	21.7165
O	5.6328	2.5086	19.4321
O	5.2719	10.1528	18.4176
O	1.1437	5.379	13.3188
O	4.9237	6.1601	11.1116
O	6.2932	8.7391	11.8301
O	2.6785	9.143	18.5719
O	9.2936	10.016	21.2001
O	7.2137	1.0492	21.1946
O	5.254	10.2994	13.8279
O	10.7664	3.6132	14.8073
O	2.8729	-1.82	13.921
O	10.9978	8.6538	19.464
O	3.4921	8.5062	10.7751
O	9.5253	4.2175	8.816
O	8.5877	3.1274	11.0063
O	6.9854	4.4569	18.3525
O	3.0215	0.6847	17.8419
O	9.8235	11.5941	12.3876
H	10.4738	11.403	13.0951

Results
free energy: -54832.379 eV
free energy less fixed offsets of H -15.86, O -447.96, Si -113.29 eV per atom: 6.201 eV
gap between the highest filled and lowest empty level on this k mesh: 1.146 eV

The program warned: the cutoff lies below the one the program advises for these potential files; the forces do not sum to zero within the program's tolerance; the exchange-correlation potential is rough where the density is thin.
